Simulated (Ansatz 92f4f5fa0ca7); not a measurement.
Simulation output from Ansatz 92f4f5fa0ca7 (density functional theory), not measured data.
Periodic cell of 184 atoms, Si120O64, from a study of silicon, its oxide and their interface. The atomic structure is a simulated model.

Settings
functional: r2SCAN
potential files: Ansatz norm-conserving
basis: plane waves
wave-function cutoff: 1300 eV
density cutoff ratio: 4
exchange-correlation grid ratio: 1
k mesh: 2 x 2 x 1, shifted by 0.5 0.5 0.5 of a step
self-consistency stop: 5e-08 eV per atom in the density residual
occupations: Fermi-Dirac, 0.05 eV
spin: none
net charge: 0

Cell vectors (angstrom)
a	10.888	0	0
b	0	10.888	0
c	0	0	27.2704

Atoms and the computed forces on them: element, x, y, z (angstrom), force x, y, z (eV/angstrom)
Si	-3.6549	-2.6236	-1.8937	-0.0204	0.0778	0.0266
Si	1.8388	0.4475	0.7153	0.0811	-0.2182	0.026
Si	0.2069	7.2318	-1.2644	0.0721	-0.0342	0.0596
Si	0.7672	6.1313	-4.1991	0.0516	0.001	-0.0192
Si	9.2798	-1.2127	-3.5107	-0.135	-0.0036	-0.1058
Si	5.9411	1.6649	-0.953	0.0536	0.0234	0.1248
Si	2.6983	5.5758	2.7337	0.033	0.0374	0.0658
Si	8.4339	7.7455	0.0339	-0.1077	-0.0994	0.1189
Si	1.7113	2.6834	1.0067	-0.0663	-0.0134	-0.0168
Si	5.0258	4.5688	-0.2675	-0.0496	-0.0727	0.0587
Si	1.8539	7.3376	1.3474	0.0946	0.069	0.0055
Si	3.7382	8.9548	1.2613	-0.1497	-0.0082	0.0415
Si	5.4099	2.7117	2.7004	-0.0747	-0.0275	0.0349
Si	9.0052	3.5764	1.6527	-0.0801	-0.011	0.0764
Si	6.9374	6.58	1.3942	0.038	0.1225	0.0084
Si	9.4249	9.5205	1.2862	-0.0536	-0.0077	-0.0304
Si	0.0549	2.8171	2.7569	0.0325	0.0038	0.0455
Si	2.7872	-0.2788	2.7061	-0.0275	0.0325	0.0514
Si	0.0358	8.2253	2.636	-0.0169	0.0349	-0.0185
Si	3.6961	3.8779	1.4945	0.012	0.0467	-0.0404
Si	7.3384	1.822	1.5778	0.09	-0.0414	-0.0216
Si	8.2119	-0.0016	2.7647	0.0031	0.0317	0.0575
Si	5.5101	8.049	2.5738	0.0005	0.006	-0.0684
Si	8.1596	5.3503	2.8907	0.0337	-0.0529	-0.0431
Si	1.3205	4.225	4.1291	0.0325	-0.0052	-0.0803
Si	4.0647	1.2778	3.9922	0.0232	0.0232	0.0082
Si	1.3277	9.4989	4.1409	0.019	-0.0256	-0.0254
Si	4.1632	6.8045	4.0874	-0.0531	-0.0192	0.0024
Si	6.7151	4.0503	4.1812	0.0467	-0.0271	-0.0516
Si	9.6799	1.297	4.097	-0.0038	-0.0074	-0.0521
Si	6.7707	9.5012	4.0026	0.0013	-0.0008	-0.0175
Si	9.582	6.8141	4.0431	0.012	0.005	-0.0433
Si	0.04	-0.0227	5.5399	-0.0122	0.008	0.0187
Si	2.7151	2.7262	5.3634	-0.0048	-0.0254	-0.0164
Si	-0.0228	5.5037	5.509	0.0127	0.0383	-0.028
Si	2.7455	8.1404	5.4307	-0.0179	-0.0038	0.0323
Si	5.4219	-0.0363	5.4004	-0.0015	0.0023	0.0072
Si	8.2034	2.674	5.3959	-0.0053	0.0011	0.0314
Si	5.427	5.4428	5.5372	0.0047	0.0002	-0.0175
Si	8.163	8.1612	5.3908	0.0081	0.0012	-0.0122
Si	1.4018	1.3868	6.8253	0.0022	-0.0005	-0.0034
Si	4.0447	4.0517	6.8161	-0.0246	0.0126	-0.0102
Si	1.3639	6.8362	6.8192	0.0182	-0.0095	0.0177
Si	4.0797	9.517	6.7944	-0.0171	0.0159	0.0144
Si	6.8154	1.3298	6.7425	0.0261	0.0036	-0.0175
Si	9.513	4.0757	6.792	0.0109	-0.0077	-0.0212
Si	6.8249	6.8199	6.832	0.0283	0.0313	-0.0158
Si	9.4957	9.5125	6.8192	0.0164	-0.0278	-0.0138
Si	-0.0033	2.7316	8.1674	0.0039	-0.0186	0.0012
Si	2.749	-0.0063	8.1795	0.0133	-0.0035	-0.0033
Si	0.0153	8.1958	8.1833	-0.0169	0.0119	-0.0077
Si	2.6767	5.4439	8.1548	-0.0183	0.0305	0.0083
Si	5.4617	2.6875	8.1237	0.0231	-0.0179	-0.0032
Si	8.1328	0.0033	8.1581	-0.0078	0.001	0.0123
Si	5.441	8.1922	8.183	-0.0151	-0.0299	-0.0077
Si	8.1977	5.4439	8.1731	-0.0139	-0.0235	0.0059
Si	1.3369	4.1049	9.5341	-0.0021	0.0147	-0.0008
Si	4.1346	1.3254	9.5268	0.0154	-0.0038	-0.0058
Si	1.3682	9.5498	9.568	0.011	0.0283	0.0109
Si	4.0186	6.8331	9.4958	0.0104	-0.0044	-0.0144
Si	6.8234	4.0528	9.478	0.0077	0.019	0.0075
Si	9.5252	1.337	9.5126	-0.0142	0.003	0.0187
Si	6.7679	9.5872	9.5581	-0.0199	-0.0124	0.0099
Si	9.5543	6.8313	9.5317	0.0166	-0.0013	0.008
Si	0.0035	0.0219	10.9246	0.0319	0.0012	0.0217
Si	2.7645	2.7254	10.7952	0.0067	0.0057	0.0098
Si	0.008	5.4829	10.9202	0.0084	-0.0221	-0.0018
Si	2.7097	8.1887	10.9697	0.0051	-0.0189	0.0038
Si	5.4132	0.0024	11.0264	-0.0063	0.0069	-0.0052
Si	8.1503	2.6647	10.8769	-0.0276	0.0132	0.0007
Si	5.417	5.4463	10.7305	0.0058	-0.027	-0.0076
Si	8.1845	8.2418	10.839	-0.0093	0.0109	0.0314
Si	1.4031	1.4568	12.1973	-0.0281	0.0061	0.0603
Si	4.1847	4.0269	12.114	-0.0038	0.0012	0.0151
Si	1.4054	6.7766	12.3496	-0.0275	0.0166	0.0188
Si	7.1194	9.1308	15.0063	-0.0204	-0.0452	-0.089
Si	6.841	1.3377	12.3704	-0.0252	0.0149	-0.0116
Si	9.451	4.1198	12.169	0.0026	0.0188	-0.0217
Si	6.6656	6.9232	12.0179	0.0059	0.0084	0.0162
Si	9.5537	9.5154	12.3054	-0.0057	-0.0555	0.0324
Si	-1.2248	1.4178	14.8613	-0.0414	0.0242	0.0269
Si	2.6356	0.1752	13.745	-0.0246	-0.0016	0.0105
Si	-0.1233	7.9833	13.709	0.0821	0.0062	-0.0086
Si	2.992	5.4286	13.4984	-0.0063	-0.029	0.0266
Si	5.4828	2.7834	13.6626	0.0522	0.0147	-0.0408
Si	5.3392	-0.2983	17.1798	-0.0056	0.0337	-0.051
Si	4.0015	9.5595	12.4454	0.0323	-0.0085	-0.0006
Si	7.8872	5.4708	13.2797	-0.0485	-0.0382	-0.0283
Si	3.2425	6.2545	16.9273	-0.0673	-0.0595	-0.0297
Si	3.9632	1.6536	15.0199	-0.0204	0.0059	0.0003
Si	1.0929	10.3046	15.3784	0.0757	-0.0441	-0.0803
Si	4.6085	6.3444	14.9512	-0.0073	-0.0262	-0.0997
Si	6.3518	4.6333	14.8443	-0.0376	0.0172	-0.0266
Si	10.8527	2.7944	13.4824	0.1023	0.0506	-0.0062
Si	8.1925	10.8359	13.7504	0.0297	0.0356	0.0047
Si	9.0806	6.7196	14.758	-0.0049	0.0181	-0.0269
Si	-26.3055	-21.6046	20.0331	-0.0015	-0.0296	0.0092
Si	1.0555	-11.0848	19.9495	-0.0269	0.0015	0.0102
Si	-8.2448	-1.6947	17.85	-0.0183	0.0212	-0.0607
Si	26.6535	-12.2347	22.1457	0.0013	-0.0224	-0.0047
Si	1.3694	12.2689	22.4489	-0.0113	0.0301	0.0227
Si	-8.0603	-0.3065	24.3456	0.0793	-0.0422	0.0512
Si	6.7726	-0.1329	24.2873	0.0438	-0.085	-0.0483
Si	-18.1946	10.5786	26.66	0.0632	0.0364	0.0097
Si	9.2739	6.6508	21.1833	0.0136	-0.0001	-0.0181
Si	-23.4922	20.4939	20.6304	0.0017	0.0525	-0.0104
Si	20.3871	-6.8303	19.4609	-0.0103	-0.0213	-0.0403
Si	3.7515	-4.3357	22.0433	0.0074	0.0234	0.0174
Si	-11.4251	-18.3346	23.354	0.0146	-0.0348	0.0897
Si	21.9356	-1.4587	25.2463	-0.0084	0.1252	0.1377
Si	-11.1095	10.859	27.0734	-0.021	0.0501	-0.1071
Si	8.8053	-28.5293	16.3968	-0.0119	-0.0012	-0.0183
Si	-28.6999	4.6445	19.4545	-0.0212	0.0251	-0.0358
Si	-16.2578	27.6331	24.4854	-0.0562	0.0191	-0.0019
Si	-9.3765	24.5032	19.9375	0.016	-0.0246	-0.0052
Si	-4.3215	14.0936	20.4609	-0.0241	-0.0274	0.0044
Si	-14.2068	4.7459	22.7526	-0.0281	0.0072	-0.0042
Si	16.3587	-13.6458	13.6682	-0.0424	-0.0025	-0.0042
Si	13.0036	-17.6279	15.2037	0.09	0.0517	-0.0743
Si	-0.5088	13.9175	26.4547	-0.0579	-0.0298	0.0734
O	4.0797	-16.2261	-9.1501	0.0019	-0.0109	0.0133
O	-11.0247	0.4574	-11.6181	0.0009	0.0513	-0.0162
O	-13.9808	10.3551	-7.0125	0.0144	0.0002	-0.0089
O	27.8999	-5.3451	0.4173	-0.0483	-0.1356	-0.0193
O	-20.1605	-12.2563	-2.7858	0.1171	-0.0315	-0.075
O	8.9654	8.019	-6.8852	-0.01	-0.0151	0.0029
O	4.5396	16.2091	-1.6152	0.0134	0.0009	-0.0075
O	-8.823	26.9734	-10.8076	-0.0357	-0.0118	0.0575
O	21.2832	-11.5519	-7.5156	0.008	-0.0115	0.0018
O	-13.4499	19.2683	-3.1172	0.0223	0.0302	-0.0078
O	8.3574	0.107	-3.1882	-0.004	-0.0229	0.0118
O	10.0638	1.4471	-0.6302	0.0278	-0.0137	0.0231
O	-1.2646	5.5378	-7.1934	0.0058	0.0065	0.0155
O	22.427	14.524	-12.5212	-0.0362	-0.0047	0.0081
O	-12.1985	-1.1367	-5.0853	0.0034	0.0072	0.061
O	-4.5363	1.6311	-6.5652	0.0074	0.0128	0.0058
O	2.5349	29.3887	17.4946	0.0055	-0.0081	0.0243
O	-6.2503	-15.9526	23.1581	0.006	-0.0041	0.0061
O	2.2172	-4.2504	22.5645	-0.0346	-0.0095	0.0135
O	15.3465	8.006	21.8455	0.0057	-0.0108	0.0059
O	-11.2478	6.8923	22.187	-0.0125	-0.0125	0.0149
O	-9.6105	0.0188	21.5571	0.0127	-0.0097	0.0273
O	0.574	8.8343	14.936	-0.0458	-0.0014	-0.0102
O	-8.8563	9.5506	19.3169	0.0014	-0.0072	0.0068
O	15.5904	0.8569	26.9478	-0.0642	0.0354	-0.0611
O	-1.3865	5.4856	15.7687	-0.0027	0.0034	0.0641
O	16.9701	11.2344	18.453	-0.0004	0.0124	0.0061
O	-15.34	31.5149	16.3523	-0.0023	0.0177	0.0358
O	0.5415	6.4021	24.6525	0.021	-0.0458	-0.07
O	-12.0866	28.5809	26.7251	0.0689	0.0683	-0.0048
O	-7.1662	10.136	23.0839	-0.0777	0.0364	-0.0188
O	-17.9861	-16.112	20.7002	0.0048	-0.0089	-0.0097
O	15.5829	0.8677	16.2572	0.0429	-0.0555	0.0175
O	-18.7722	2.8391	15.6456	0.0062	0.0207	0.0286
O	7.2109	-9.5509	27.2653	0.0467	-0.0055	-0.0229
O	1.4111	-3.9537	27.0761	-0.0115	-0.0044	0.0457
O	-5.7506	-11.5645	20.6954	-0.0005	0.0037	0.0049
O	8.1613	18.8113	15.4565	-0.0219	0.0206	0.0157
O	2.1828	-9.7664	23.8332	0.0007	-0.0448	-0.0068
O	-9.0658	-0.7864	16.801	-0.0047	-0.0415	0.0356
O	-13.6953	-7.4953	19.8988	0.0148	0.0166	0.0106
O	-13.7943	-4.7389	22.036	0.0056	-0.01	0.0127
O	16.2278	-17.9921	19.5616	0.0311	0.0043	0.0074
O	16.6201	25.0162	26.4141	-0.0153	0.0821	-0.0153
O	21.13	25.2538	24.9444	-0.0005	0.0212	-0.0758
O	4.2007	-23.079	17.7203	0.0005	0.0037	0.032
O	-1.574	14.7623	27.3309	-0.0168	0.0275	-0.0655
O	6.1057	-9.6259	24.7484	-0.0274	-0.0414	-0.0387
O	-19.7493	-19.282	21.4704	-0.014	-0.0062	-0.0012
O	6.8859	-16.7598	24.1973	0.02	-0.0063	-0.0194
O	-10.9838	-19.8107	22.8543	0.0143	0.0132	-0.027
O	23.1835	-9.6474	19.2543	0.0079	0.017	0.0087
O	2.6428	14.5782	19.2949	-0.0224	-0.0005	0.0116
O	-12.7236	2.6313	15.7964	-0.0018	-0.0394	-0.0047
O	-4.8923	-14.4409	24.9192	-0.0134	0.0163	-0.0412
O	7.1848	-6.5371	16.2572	0.0438	0.0063	0.0555
O	-21.2199	4.5349	22.8607	0.0003	0	-0.0029
O	0.9987	3.3834	26.9556	0.0095	0.0634	0.0402
O	-15.3057	3.9693	21.8733	0.0185	-0.0014	-0.0027
O	10.8725	-18.4798	19.8884	-0.0113	0.0401	0.0169
O	-12.3607	-6.7847	17.8687	0.0004	0.0114	0.001
O	30.6649	-7.0677	22.8055	-0.0175	-0.0039	-0.0002
O	-4.3357	9.7456	25.5525	0.0035	0.0272	-0.0143
O	-4.6683	-44.4714	22.9773	-0.0081	0.0163	-0.028

Results
free energy: -43860.771 eV
free energy less fixed offsets of O -463.61, Si -117.95 eV per atom: -35.731 eV
pressure: -0.21 GPa
stress xx, yy, zz, yz, xz, xy (GPa, positive in tension): 0.34, 0.22, 0.05, 0.34, -0.11, -0.01

The program warned: the forces do not sum to zero within the program's tolerance.
